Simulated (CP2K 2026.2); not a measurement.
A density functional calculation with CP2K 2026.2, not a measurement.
Periodic cell of 515 atoms, Si360O155, from a study of silicon, its oxide and their interface. The atomic structure is a simulated model.
Doubt: the forces sum to 3.01 eV/angstrom along one axis rather than to zero, so they err by at least 0.0058 eV/angstrom per atom on average; the grid cutoff is modest.

Settings
functional: PBE
method: Gaussian and plane waves
basis set: DZVP-MOLOPT-SR-GTH
pseudopotentials: GTH-PBE
grid cutoff: 300 Ry, relative cutoff 40 Ry
k points: Gamma only
occupations: fixed
spin: none
net charge: 0

Cell vectors (angstrom)
a 16.32 0 0
b 0 16.32 0
c 3.0223 6.4044 34.4419

Atoms and the computed forces on them: element, x, y, z (angstrom), force x, y, z (eV/angstrom)
Si 0.463 0.591 1.479 0.176 0.067 0.597
Si 3.369 2.634 -0.424 -0.396 -0.091 0.596
Si 5.321 -1.938 -5.271 -0.013 0.048 -0.117
Si 0.951 6.477 -0.556 -0.08 -0.06 -0.009
Si 3.85 9.46 -0.332 -0.242 -0.334 0.486
Si 2.233 -2.449 -1.461 -0.028 0.048 0.128
Si -10.735 0.475 -0.376 -0.086 -0.147 0.615
Si -8.487 2.702 -0.5 0.249 0.152 0.585
Si -10.525 3.418 -5.241 0.041 0.06 -0.033
Si -10.566 5.92 -3.204 0.006 0.011 -0.07
Si -4.239 6.084 26.596 0.062 0.022 -0.04
Si 4.01 -7.926 -3.167 0.031 -0.005 -0.062
Si -3.257 -0.54 -5.105 -0.094 0.021 -0.01
Si -3.245 2.611 -0.514 0.125 0.231 0.566
Si -5.306 5.972 -3.135 0.029 -0.026 -0.004
Si -5.859 3.142 -2.032 -0.014 -0.002 0.03
Si 1.806 4.487 -5.339 -0.126 -0.035 0.011
Si -7.508 -7.754 -0.811 -0.513 -0.492 -0.147
Si -2.461 -2.626 -0.871 -0.063 -0.425 0.519
Si 2.207 2.219 1.545 0.034 -0.024 -0.011
Si -0.613 4.988 1.511 -0.088 -0.259 0.539
Si 2.821 8.148 1.367 0.424 0.425 0.15
Si -0.291 -5.835 1.321 0.199 0.146 0.693
Si 3.176 -2.157 1.564 0.253 0.244 0.577
Si 4.931 -0.445 1.641 -0.028 -0.037 0
Si -7.554 3.267 1.531 0.091 0.04 0.079
Si 6.088 6.007 1.426 0.081 0.004 0.038
Si -8.556 7.785 1.304 -0.035 -0.085 -0.055
Si 5.693 -5.186 1.489 -0.124 -0.108 0.767
Si -8.55 -2.898 1.561 0.251 0.418 0.255
Si -5.651 -0.452 1.191 -0.08 -0.03 0.063
Si -2.342 3.248 1.544 0.02 0.014 -0.067
Si -5.832 5.067 1.614 -0.286 -0.287 0.465
Si -2.593 8.342 1.452 -0.123 -0.13 0.656
Si -4.904 -4.943 1.356 0.098 0.196 0.409
Si -3.087 -3.335 1.328 -0.039 0.016 0.022
Si -1.331 1.469 2.733 -0.017 -0.007 -0.069
Si 1.249 4.043 2.683 0.007 0.039 -0.052
Si -1.466 6.758 2.794 0.007 0.031 -0.008
Si 1.386 9.486 2.673 -0.023 0.035 -0.053
Si -1.376 -4.211 2.665 0.055 0.025 -0.059
Si 1.383 -1.216 2.749 -0.033 0.015 -0.073
Si 3.959 1.318 2.846 0.012 0.021 0.004
Si 6.955 4.208 2.745 -0.026 -0.022 0.01
Si 4.24 6.834 2.678 0.017 -0.061 -0.018
Si 6.849 -6.828 2.708 -0.012 0.004 0.008
Si 4.098 -3.991 2.755 -0.021 0.004 -0.093
Si -9.655 -1.37 2.901 0.008 0.039 0.005
Si -6.692 1.298 2.561 -0.048 -0.002 -0.036
Si -4.089 4.092 2.859 -0.044 -0.008 0.002
Si -6.922 6.796 2.757 -0.026 0.061 -0.008
Si -4.089 -6.71 2.719 -0.016 0.009 -0.04
Si -6.757 -4.057 2.659 0.077 0.081 -0.039
Si -4.089 -1.537 2.588 0.046 -0.008 -0.006
Si -2.727 -0.053 3.915 -0.041 0.013 -0.017
Si -0.032 2.765 4.202 0.027 -0.016 -0.022
Si -2.819 5.504 4.222 -0.013 0.008 0.005
Si 0.029 8.103 4.05 -0.003 0.025 0.025
Si -2.696 -5.472 4.148 -0.004 0.046 0.016
Si -0.015 -2.721 3.943 0.018 -0.031 0.015
Si 2.671 0.015 4.288 0.003 0.046 -0.043
Si 5.465 2.769 3.963 0.024 0.011 0.017
Si 2.76 5.42 3.93 -0.029 0.021 0.019
Si 5.454 -8.095 4.123 -0.009 -0.021 -0.017
Si 2.683 -5.393 4.023 0.028 -0.03 0.035
Si 5.414 -2.768 4.269 -0.019 0.06 0.009
Si -8.144 0.061 4.002 0.016 -0.022 0.015
Si -5.377 2.579 4.093 -0.029 0.002 -0.01
Si -8.144 5.477 4.258 -0.018 0.004 -0.028
Si -5.484 8.199 4.014 0.009 -0.056 0.005
Si -8.059 -5.486 4.04 -0.07 0.025 -0.015
Si -5.444 -2.729 4.096 0.056 -0.045 -0.015
Si -1.372 -1.374 5.339 -0.003 -0.002 0.018
Si 1.31 1.4 5.562 0.012 0.003 0.029
Si -1.407 4.123 5.511 0.027 -0.013 -0.002
Si 1.415 6.761 5.376 -0.014 -0.009 0.007
Si -1.327 9.469 5.448 -0.01 -0.022 -0.02
Si 1.325 -4.049 5.384 -0.006 0.011 0.006
Si 4.052 -1.377 5.565 -0.029 -0.021 0.02
Si 6.802 1.405 5.374 0.012 0 0.016
Si 4.088 4.087 5.365 -0.01 -0.002 0.002
Si -9.544 6.849 5.521 -0.004 -0.008 -0.028
Si 4.051 -6.75 5.423 -0.031 0.021 -0.008
Si -9.458 12.168 5.454 0.009 -0.014 -0.009
Si -6.81 -1.332 5.402 -0.006 0.006 -0.021
Si -4.019 1.263 5.43 0.04 0.006 0.02
Si -6.745 4.022 5.452 -0.003 -0.017 -0.03
Si -4.165 6.881 5.487 -0.017 -0.002 0.04
Si -6.783 -6.813 5.465 0.052 0.017 0.008
Si -4.079 -4.088 5.46 -0.016 -0.014 -0.006
Si -0.059 -0.028 6.804 -0.02 -0.018 0.003
Si 2.743 2.759 6.809 0.032 0.025 0.006
Si 0.029 5.46 6.796 0.006 0.001 -0.005
Si 2.719 -8.16 6.765 -0.002 0.005 -0.004
Si 0.004 -5.435 6.772 0.002 0.013 0.002
Si 2.668 -2.749 6.837 -0.004 0.007 0.016
Si 5.464 0.032 6.79 0.028 0.037 0
Si -8.162 2.718 6.794 -0.026 -0.013 -0.008
Si -10.915 5.446 6.797 -0.023 -0.034 -0.004
Si -8.156 8.18 6.847 -0.005 -0.003 0.024
Si -10.873 10.866 6.809 0.01 -0.006 -0.002
Si -8.144 -2.72 6.779 0.028 0.005 -0.004
Si -5.434 -0.024 6.795 0.004 0.004 0.001
Si -2.726 2.688 6.812 -0.03 -0.019 0.015
Si -5.449 5.433 6.823 0.006 -0.013 0.001
Si -2.727 8.173 6.821 0.005 0.003 0.01
Si -5.429 -5.447 6.817 0.02 0 0.013
Si -2.714 -2.705 6.774 0.022 0.019 0.006
Si -1.341 1.394 13.571 -0.012 0.01 -0.004
Si 1.379 4.103 13.593 0.007 -0.004 -0.006
Si -1.338 6.815 13.599 0.004 -0.011 -0.002
Si 1.369 -6.787 13.648 -0.021 0.01 0.003
Si -1.344 -4.093 13.577 0.007 -0.001 -0.011
Si 1.381 -1.345 13.58 -0.011 0.01 -0.003
Si 4.091 1.353 13.597 0.02 -0.007 -0.015
Si -9.523 4.075 13.609 -0.004 -0.011 -0.002
Si 4.067 -9.493 13.629 -0.035 0.012 0.006
Si -9.533 9.513 13.613 0.022 -0.004 -0.001
Si 4.083 -4.084 13.608 0.021 0.007 -0.001
Si 6.764 -1.362 13.603 -0.021 0.007 -0.011
Si -6.831 1.337 13.601 0.007 0.011 0.007
Si -4.07 4.105 13.594 -0.022 0.01 0.001
Si -6.804 6.793 13.596 0.019 0.005 -0.011
Si -4.086 9.511 13.587 -0.01 -0.004 0.006
Si -6.825 -4.091 13.59 -0.015 -0.003 0.001
Si -4.104 -1.382 13.576 0.025 -0.009 0.005
Si -2.725 0.011 14.862 -0.006 0.012 -0.009
Si 0.027 2.749 14.95 -0.004 -0.002 -0.014
Si -2.69 5.464 14.96 -0.004 0.007 -0.001
Si 0.013 8.153 15 0.025 -0.001 0.008
Si -2.709 -5.452 14.926 0.01 0.013 -0.003
Si 0.036 -2.734 14.909 0.002 -0.002 -0.004
Si 2.732 0.005 14.969 -0.006 0 -0.002
Si 5.45 2.701 14.965 -0.015 -0.009 0.011
Si 2.708 5.469 14.983 -0.007 -0.022 -0.007
Si 5.42 -8.137 15.003 0.023 -0.004 -0.007
Si 2.739 -5.417 15.005 -0.015 -0.008 0.006
Si 5.422 -2.726 14.987 0.011 0 -0.01
Si -8.215 -0.01 14.975 0.003 -0.002 0.015
Si -5.46 2.729 14.905 0.007 -0.032 0.001
Si -8.175 5.449 14.963 0.006 0.003 -0.004
Si -5.448 8.156 14.953 -0.015 -0.004 0.004
Si -8.179 -5.443 14.968 -0.002 0.005 -0.012
Si -5.456 -2.753 14.948 -0.011 0.012 -0.005
Si -1.357 -1.356 16.17 -0.042 0.004 -0.035
Si 1.392 1.398 16.314 0 -0.003 0.031
Si -1.301 4.128 16.323 0.017 -0.01 -0.005
Si 1.365 6.805 16.403 -0.024 0.026 0.021
Si -1.353 -6.775 16.319 -0.016 -0.006 -0.006
Si 1.391 -4.023 16.349 0.005 0.059 -0.001
Si 4.041 -1.39 16.358 0.006 -0.039 -0.014
Si -9.562 1.337 16.385 0.007 -0.01 0.041
Si 4.098 4.094 16.282 0.018 0.045 -0.01
Si -9.538 6.804 16.341 -0.025 -0.002 0.002
Si 4.082 -6.767 16.4 -0.012 0.025 0.006
Si -9.539 -4.093 16.346 0.018 -0.004 0.01
Si -6.846 -1.402 16.285 0.003 -0.049 0.021
Si -4.072 1.372 16.213 0.008 0.008 -0.01
Si -6.832 4.048 16.288 -0.005 0.009 0.005
Si -4.056 6.826 16.308 0.008 0.019 0.013
Si -6.823 9.507 16.315 0.002 -0.014 -0.011
Si -4.082 -4.13 16.29 0.003 -0.011 -0.021
Si -0.008 -0.043 17.538 0.007 -0.008 -0.005
Si 2.751 2.805 17.671 -0.02 0.012 0.002
Si -0.01 5.478 17.809 0.031 -0.033 0.005
Si 2.751 8.161 17.762 -0.005 0 0.022
Si 0.025 -5.399 17.642 -0.011 -0.022 0.021
Si 2.678 -2.664 17.823 0.006 0.035 0.009
Si 5.381 -0.068 17.735 0.014 -0.001 0.042
Si -8.185 2.723 17.723 0.014 0.023 0.027
Si 5.444 5.402 17.69 -0.003 -0.033 -0.024
Si -8.23 8.214 17.693 -0.013 0.019 0.047
Si 5.391 -5.35 17.783 0.004 0.053 0.013
Si -8.127 -2.804 17.706 0.021 -0.022 -0.007
Si -5.486 0.039 17.519 0.007 0.01 -0.01
Si -2.674 2.698 17.555 0.013 -0.023 -0.022
Si -5.431 5.411 17.574 0.008 -0.003 0.029
Si -2.727 -8.097 17.699 -0.051 -0.03 0.004
Si -5.401 -5.531 17.675 0.003 0.003 -0.021
Si -2.722 -2.675 17.522 0.027 -0.016 -0.001
Si -1.31 1.322 18.872 -0.02 0.047 -0.025
Si 1.424 4.122 19.142 0.031 0.023 -0.024
Si -1.416 6.91 19.112 0.019 -0.033 -0.01
Si 1.362 -6.74 19.051 0.014 0.012 0.011
Si -1.35 -3.967 18.89 -0.017 0.015 0.015
Si 1.255 -1.241 19.111 0.066 0.001 -0.02
Si 3.997 1.36 19.047 -0.001 -0.038 0.026
Si -9.571 4.053 19.129 -0.047 -0.026 0
Si 4.154 6.757 19.092 -0.004 0.025 0.03
Si -9.588 9.594 19.127 0.026 -0.015 0.021
Si 4.026 -4.016 19.246 0 0.014 -0.007
Si 6.808 -1.46 19.042 -0.059 -0.048 0.004
Si -6.76 1.339 18.989 0.012 -0.022 -0.018
Si -4.027 4.033 18.878 0.008 0.015 0.022
Si -6.823 6.761 18.875 -0.003 -0.047 0.022
Si -4.093 -6.842 19.159 0.002 -0.019 0.01
Si -6.701 -4.185 19.042 -0.042 0.038 -0.012
Si -4.123 -1.31 18.801 -0.024 0.012 -0.003
Si -2.732 -0.038 20.153 0.016 0.008 0.006
Si 0.332 2.337 20.221 -0.014 -0.037 0.038
Si -2.789 5.413 20.332 -0.518 0.228 -0.158
Si -0.027 8.299 20.458 -0.057 0.021 0.043
Si -2.719 -5.232 20.282 -0.053 -0.002 0.067
Si 1.114 -4.241 21.738 0.137 0.108 -0.72
Si 2.083 0.645 20.307 -0.029 -0.025 0.018
Si 5.49 2.5 20.451 0.386 -0.209 -0.431
Si 2.762 5.542 20.574 -0.001 0 0.079
Si 5.474 8.121 20.499 0.026 0.005 -0.009
Si 2.72 -5.508 20.568 -0.026 0.01 0.086
Si 5.437 -2.643 20.593 0.052 -0.045 -0.702
Si -8.1 -0.085 20.277 0.06 -0.05 0.002
Si -5.33 2.687 20.279 0.062 -0.039 -0.024
Si -8.122 5.467 20.335 0.03 0.013 -0.025
Si -5.455 -8.439 20.396 0.036 -0.02 -0.004
Si -7.995 -5.584 20.457 0.022 0.087 0.048
Si -5.319 -2.693 20.237 0.013 -0.057 0.034
Si -1.869 -1.654 21.577 -0.079 -0.276 -0.438
Si -1.111 3.296 21.826 0.426 -0.421 -0.387
Si -5.866 -3.691 -3.831 -0.132 0.038 0.057
Si 1.697 7.31 21.714 0.303 0.182 -0.456
Si -1.173 -6.296 21.617 0.001 -0.186 -0.731
Si -0.075 -2.674 20.414 0.022 -0.022 0.028
Si 4.117 5.088 -7.216 0.052 -0.023 0.124
Si -9.405 1.144 21.735 -0.084 0.041 -0.001
Si 4.025 4.465 22.292 -0.273 0.426 -0.478
Si -8.953 7.209 21.722 -0.011 0.039 0
Si 3.587 -7.409 21.788 -0.02 -0.08 0.01
Si -8.72 -4.09 22.092 0.138 -0.486 -0.518
Si -6.859 -1.58 21.558 0.124 0.202 -0.71
Si -3.72 1.504 21.584 -0.311 -0.098 -0.645
Si -6.533 4.228 21.534 -0.056 -0.03 0.024
Si -1.223 5.47 26.491 -0.13 0.155 0.037
Si -7.136 -7.423 21.649 0.036 -0.012 -0.021
Si -3.552 -3.432 21.578 0.19 0.146 -0.61
Si -4.409 6.722 23.772 -0.072 -0.149 -0.657
Si 4.768 -1.212 -2.687 -0.004 0.152 0.098
Si 2.329 0.469 22.608 -0.068 0.012 -0.543
Si 1.706 4.253 -2.317 -0.037 -0.008 0.007
Si -4.048 -3.259 24.635 -0.069 0.021 -0.148
Si -2.773 5.729 -4.678 -0.016 -0.097 -0.014
Si -5.631 0.401 23.681 0.008 -0.023 -0.044
Si -7.247 -1.937 -0.057 -0.073 0.204 0.546
Si -8.499 4.144 25.319 0.058 0.149 0.127
Si -8.992 -2.684 -7.36 -0.034 0.029 -0.18
Si 2.411 2.941 24.41 0.024 -0.107 -0.106
Si -5.825 1.26 -4.385 -0.107 -0.056 -0.004
Si -6.885 -4.673 -6.568 -0.045 0.103 -0.025
Si 3.422 -3.613 -6.591 0.015 0.013 0.039
Si -9.069 -5.974 24.465 0.133 0.003 -0.081
Si -6.485 -4.913 -1.134 0.028 0.01 0.016
Si -0.411 3.277 24.806 0.024 0.073 -0.057
Si 2.941 -7.763 26.258 0.068 0.072 -0.042
Si 4.702 -7.513 23.866 -0.332 -0.025 -0.569
Si -1.213 -8.02 -5.153 0.026 0.019 -0.08
Si -7.773 2.558 22.859 0.11 0.075 -0.776
Si 1.265 -2.178 23.905 -0.026 -0.042 -0.083
Si -10.765 4.793 -0.471 0.167 0.303 0.531
Si 5.414 -1.165 25.748 0.483 -0.021 0.123
Si -4.721 -10.377 21.638 -0.028 -0.031 -0.038
Si -6.031 -1.406 25.908 0.103 0.076 0.033
Si -6.548 -0.794 -2.625 -0.157 -0.031 0.003
Si -8.578 -6.981 -5.648 -0.1 -0.092 0.001
Si -2.889 -3.319 -3.793 0.094 -0.003 -0.013
Si 4.854 -6.252 -5.487 -0.051 0.053 0.016
Si -7.847 2.347 -6.43 -0.018 -0.105 0.081
Si -4.161 -5.978 25.588 -0.086 -0.103 -0.178
Si 4.315 0.664 -4.967 0.169 0.057 -0.004
Si -11.049 -0.367 22.728 0.619 0.349 -0.273
Si -1.172 0.968 26.356 -0.016 -0.044 0.076
Si -1.513 -1.471 24.531 0.031 0.116 -0.106
Si -1.362 3.704 -2.831 0.042 -0.054 -0.048
Si -4.335 -0.144 -0.697 -0.264 0.032 0.663
Si -6.394 -7.154 23.858 -0.186 0.09 -0.602
Si -0.848 0.955 -4.018 0.056 0.007 0.135
Si -4.726 7.072 -0.502 -0.066 -0.021 0.126
Si -8.864 -1.794 26.639 -0.53 0.185 -0.275
Si 0.529 7.338 24.618 -0.046 0.022 -0.111
Si -2.114 -7.62 24.12 0.046 -0.037 -0.03
Si 0.896 -4.85 -7.678 0.014 -0.069 -0.025
Si 1.548 1.381 -5.875 -0.099 0.051 0.014
Si 2.877 -2.613 26.46 -0.046 -0.121 0.097
Si -0.859 4.741 -6.7 0.073 0.034 0.014
Si -10.003 6.245 23.622 0.393 0.217 -0.447
Si 1.271 -5.274 -1.339 -0.011 -0.09 0.08
Si 0.898 -7.827 -2.853 0.066 0.031 0.084
Si -0.151 -0.587 -1.344 0.004 0.096 0.007
Si -1.797 -5.176 -5.956 0.025 0.079 -0.059
Si -7.933 7.592 -3.043 0.05 0.368 0.624
Si -1.378 1.343 8.184 0.005 0.009 0.008
Si 1.375 4.105 8.17 -0.007 -0.005 0.012
Si -1.349 6.807 8.153 -0.009 -0.006 0.001
Si 1.364 -6.797 8.135 -0.002 0.004 0.006
Si -1.358 -4.074 8.14 -0.005 0.008 -0.003
Si 1.319 -1.367 8.171 0.013 0.001 0.012
Si 4.097 1.382 8.155 -0.008 -0.004 0.013
Si -9.531 4.084 8.147 0.009 0.009 -0.005
Si 4.061 6.809 8.16 0.018 0.005 0.002
Si -9.531 9.522 8.194 0.004 -0.005 0.011
Si 4.075 -4.093 8.159 0 0.018 0.004
Si -9.509 -1.356 8.137 -0.014 0.005 0.003
Si -6.798 1.351 8.146 -0.001 0.01 0.002
Si -4.08 4.067 8.163 0.016 0.006 0.011
Si -6.814 6.786 8.185 -0.01 -0.011 0.005
Si -4.072 -6.789 8.185 -0.003 -0.002 0.003
Si -6.795 -4.075 8.158 0.003 -0.006 0.003
Si -4.079 -1.371 8.164 -0.002 -0.005 -0.004
Si -2.741 -0.003 9.541 -0.012 0.011 -0.003
Si 0.011 2.721 9.509 0.012 -0.019 -0.003
Si -2.707 5.435 9.506 0.025 -0.025 -0.006
Si 0.002 -8.146 9.509 -0.019 0.005 0.003
Si -2.711 -5.426 9.525 -0.016 0.008 0.004
Si -0.014 -2.731 9.536 -0.003 0.008 -0.004
Si 2.716 0.007 9.492 -0.003 -0.007 -0.005
Si -10.877 2.733 9.527 0.012 -0.005 -0.004
Si 2.716 5.462 9.541 -0.018 0.018 0.007
Si -10.89 8.15 9.535 0 -0.013 0.006
Si 2.725 -5.454 9.518 0.026 -0.02 0
Si -10.882 -2.713 9.496 -0.011 0.004 0.003
Si -8.157 -0.006 9.509 0.02 -0.007 0.003
Si -5.452 2.717 9.518 -0.021 0.017 -0.001
Si -8.182 5.434 9.535 -0.016 0.008 0.008
Si -5.44 8.156 9.525 0.031 -0.007 -0.01
Si -8.164 -5.426 9.526 -0.012 0.026 0.002
Si -5.437 -2.729 9.526 0.012 -0.01 0.006
Si -1.366 -1.359 10.889 -0.017 -0.012 0.008
Si 1.375 1.37 10.869 0.001 0.007 -0.001
Si -1.349 4.086 10.868 -0.011 0.012 0.002
Si 1.357 -9.494 10.889 0 0 0.002
Si -1.352 -6.795 10.877 0.015 0.012 -0.003
Si 1.367 -4.09 10.88 -0.004 0.003 0.004
Si 4.075 -1.359 10.853 0.008 0.008 -0.007
Si -9.519 1.357 10.871 -0.006 0.002 -0.002
Si -12.236 4.096 10.888 0.004 -0.002 0.006
Si -9.536 6.792 10.901 0.002 -0.006 0.007
Si -12.244 9.518 10.892 -0.011 -0.001 -0.002
Si -9.532 -4.07 10.877 0.007 0.002 0.003
Si -6.812 -1.369 10.873 -0.001 0.006 -0.004
Si -4.099 1.363 10.893 0.01 0 0.009
Si -6.807 4.075 10.883 0.01 -0.018 -0.001
Si -4.068 6.797 10.87 -0.01 -0.006 -0.004
Si -6.81 9.516 10.879 -0.003 -0.005 -0.01
Si -4.081 -4.086 10.886 0.012 0.008 -0.001
Si 0.013 0.013 12.225 0.003 -0.001 -0.004
Si 2.732 2.726 12.242 -0.009 -0.004 0.005
Si 0.007 5.449 12.234 0.001 0.002 -0.005
Si 2.713 -8.141 12.264 0.006 0.005 0.006
Si 0.019 -5.457 12.243 -0.016 -0.011 -0.004
Si 2.734 -2.721 12.23 0.007 0.005 -0.001
Si 5.43 -0.004 12.219 0.001 0 0
Si -8.169 2.715 12.241 0.008 0.005 0.001
Si -10.895 5.446 12.273 -0.001 0.003 0.007
Si -8.17 8.159 12.248 -0.006 0.001 0.001
Si -10.88 10.88 12.243 -0.01 -0.003 -0.003
Si -8.18 -2.715 12.244 0.006 0.01 -0.003
Si -5.466 -0.011 12.237 -0.023 -0.017 -0.003
Si -2.72 2.739 12.226 0.01 0.002 -0.005
Si -5.437 5.446 12.228 0.007 0.001 -0.003
Si -2.711 8.159 12.233 -0.005 0 -0.007
Si -5.451 -5.447 12.237 0.018 0.008 -0.004
Si -2.719 -2.728 12.239 -0.014 0.002 0.002
O 0.053 0.428 -0.106 0.168 0.361 -0.117
O -9.049 6.418 -2.933 0.067 -0.006 0.021
O -4.529 0.408 -4.823 0.024 0.018 -0.073
O -0.292 5.609 0.012 -0.065 0.146 -0.546
O 1.734 7.104 0.693 -0.146 -0.112 0.246
O -2.331 3.321 -1.62 0.136 0.203 -0.249
O -1.413 -6.969 0.897 0.032 -0.184 -0.237
O 3.067 4.144 23.555 -0.241 0.291 0.311
O 5.083 -5.94 0.179 0.379 -0.234 -0.263
O -9.561 -4.06 0.953 0.125 -0.024 -0.49
O -10.513 4.584 -4.115 -0.048 -0.11 -0.175
O -1.342 2.487 -3.886 -0.174 0.009 -0.181
O -3.406 7.677 0.197 0.006 -0.293 -0.39
O 2.154 -1.925 25.208 -0.028 0.406 0.041
O -1.534 4.698 21.124 0.461 0.249 -0.019
O 3.879 -7.012 25.17 -0.197 0.477 0.093
O 4.464 3.065 21.615 -0.269 -0.298 0.028
O 4.857 -1.443 21.558 -0.153 0.276 0.001
O -10.247 -3.704 21.676 -0.352 0.017 0.19
O -4.359 6.683 -2.026 0.77 0.425 -0.117
O 5.398 5.134 22.851 0.12 -0.017 0.035
O -0.033 -5.3 22.259 -0.119 0.053 0.142
O -7.877 -2.711 22.142 0.168 0.277 0.188
O -6.186 -0.867 22.852 0.269 -0.169 0.238
O -2.488 2.47 22.039 -0.381 -0.028 0.349
O -2.213 -6.685 22.815 -0.435 0.199 -0.026
O 0.253 -5.194 -0.081 0.023 0.515 -0.334
O 0.722 -6.256 -2.499 -0.541 0.247 -0.124
O -5.176 -5.323 -0.244 0.255 -0.105 -0.516
O -6.075 -2.197 -3.257 0.059 -0.003 0.044
O 0.292 5.014 -5.576 -0.051 0.45 0.153
O -5.596 -4.914 -7.493 -0.024 0.112 -0.231
O 3.88 0.378 23.069 0.08 0.389 0.107
O -1.653 -0.855 23.024 -0.05 0.424 0.058
O -1.928 5.056 -3.481 -0.071 0.408 0.112
O 3.62 -2.23 -2.225 0.024 -0.257 0.177
O 3.807 -2.529 -5.451 -0.497 0.068 0.579
O 5.232 7.301 24.234 -0.499 0.018 0.618
O 5.339 -0.366 -5.725 0.262 0.22 -0.309
O -4.122 -3.723 23.091 -0.341 -0.2 0.058
O -0.256 -2.486 24.371 -0.031 -0.472 0.034
O -9.09 2.699 -5.457 0.115 -0.097 0.493
O 4.349 -6.556 -3.978 0.113 0.51 0.469
O 2.42 8.125 -3.252 0 -0.437 -0.054
O -6.789 -3.405 -0.643 0.385 0.108 -0.069
O 4.405 -7.715 -1.604 0.312 -0.406 0.279
O -7.307 2.554 -1.608 -0.051 -0.309 -0.332
O -4.261 0.898 23 0.4 0.039 0.214
O -8.738 -7.944 -6.949 0.017 -0.398 0.076
O -9.684 -5.568 25.886 -0.593 -0.18 0.154
O 2.577 -2.601 0.107 -0.398 -0.408 -0.127
O 0.442 7.631 -1.558 -0.561 0.065 0.051
O -2.433 -3.533 -2.239 0.075 -0.385 -0.032
O -5.323 -6.073 24.446 0.191 0.459 -0.366
O 5.058 5.567 -1.793 -0.497 0.203 -0.023
O -1.449 4.044 25.782 -0.484 -0.112 0.298
O -1.809 -6.535 -5.09 -0.274 -0.045 0.588
O -1.055 -1.819 -0.821 0.081 0.006 0.218
O -10.262 -6.652 23.619 0.078 -0.172 -0.672
O -8.414 -7.76 -4.251 -0.389 0.093 0.213
O 2.692 -5.848 -0.838 0.085 0.05 0.122
O -4.309 -4.031 -4.05 -0.071 -0.34 -0.088
O -9.105 5.592 24.84 0.246 0.254 0.263
O -5.31 2.349 -3.314 0.65 0.288 -0.087
O -7.608 -1.075 -1.422 -0.501 0.166 -0.057
O 2.202 4.652 -3.792 0.484 0.213 0.283
O -9.385 3.44 26.456 -0.074 0.237 -0.148
O -9.508 3.877 -0.966 0.105 0.262 -0.513
O 4.499 -7.585 -6.31 -0.057 -0.45 0.126
O -2.911 -6.973 25.352 -0.007 -0.236 0.388
O 2.941 0.592 -5.808 -0.045 -0.505 -0.155
O -3.059 -5.195 -6.965 -0.102 0.041 -0.288
O 4.326 3.866 0.041 -0.052 0.214 0.326
O -8.005 1.039 -7.379 -0.303 0.018 -0.07
O -0.023 8.114 -4.096 0.285 -0.224 -0.224
O -1.879 0.284 -5.049 0.071 0.054 -0.461
O 0.14 3.906 -2.31 0.106 0.135 0.465
O -10.655 -1.091 24.13 0.249 -0.404 0.175
O 4.808 2.195 -4.844 -0.059 -0.012 0.033
O -2.92 -2.151 24.856 -0.056 0.123 0.423
O -3.433 -1.15 -6.582 0.318 -0.326 -0.137
O -2.887 7.323 23.783 0.097 -0.258 -0.023
O -0.786 3.234 -7.225 -0.418 -0.179 0.065
O 1.787 7.76 25.501 0.074 -0.395 0.381
O -0.538 3.72 23.27 0.279 0.327 0.071
O 1.488 -3.798 -1.945 -0.529 -0.009 -0.272
O -6.936 4.114 25.815 0.25 0.097 -0.311
O -3.172 0.988 -0.68 0.549 -0.324 0.09
O -5.37 -0.09 25.203 0.216 0.292 0.332
O -2.321 5.001 -6.058 -0.515 -0.046 -0.316
O 3.517 2.352 25.421 0.141 0.341 0.107
O -6.362 -4.804 -2.749 -0.164 -0.339 -0.201
O -0.816 0.2 -2.587 -0.27 -0.041 0.086
O -5.629 7.755 24.113 -0.208 -0.222 0.285
O -7.937 -1.515 -7.019 0.039 0.007 0.569
O -8.094 -4.032 -7.462 -0.012 -0.065 -0.082
O 4.855 7.148 -3.786 -0.152 0.056 -0.274
O -7.798 -6.969 24.685 -0.114 -0.352 0.609
O -3.088 -1.733 -4.037 0.231 -0.063 0.27
O 4.118 0.055 -3.474 -0.18 0.513 0.134
O -6.974 0.231 -3.812 -0.501 -0.039 -0.169
O 1.139 3.509 25.239 -0.031 0.483 0.831
O -0.8 1.734 24.986 -0.051 -0.118 -0.557
O -8.676 3.236 24.007 -0.554 -0.137 -0.095
O -0.536 -7.778 24.413 0.14 0.385 0.22
O -10.637 -0.717 -1.464 0.243 -0.57 -0.153
O -5.944 8.143 -0.506 0.172 0.334 0.024
O -6.5 2.101 -5.579 0.406 0.396 -0.276
O -6.51 6.97 -3.532 0.245 0.105 -0.351
O -4.363 5.593 -4.396 -0.362 0.082 -0.562
O -0.433 -5.139 -6.817 0.107 -0.293 0.256
O -7.574 -6.1 -0.841 -0.54 0.087 0.144
O 1.76 -3.448 23.024 0.381 0.04 0.406
O 1.415 -0.804 23.057 -0.649 0.104 -0.239
O -9.341 1.317 -0.378 0.057 -0.443 0.171
O -6.012 4.682 -2.472 -0.527 0.327 -0.024
O -10.596 -2.017 -3.713 0.599 -0.459 0.283
O -5.327 0.038 -1.956 -0.012 0.262 -0.076
O 1.885 2.95 -5.778 0.043 -0.06 -0.208
O -5.477 -2.712 25.142 -0.461 -0.336 0.048
O 5.272 4.15 -6.583 0.292 -0.115 -0.375
O -1.229 -0.553 25.826 0.008 -0.255 0.222
O -7.28 -6.097 -5.938 0.451 -0.251 -0.02
O -6.591 -3.74 -5.273 -0.207 0.409 -0.024
O -4.472 5.712 25.036 -0.185 -0.568 -0.036
O -5.227 5.712 0.225 0.063 -0.2 -0.36
O 1.289 -1.178 -1.766 0.287 0.349 -0.201
O -3.602 -4.485 25.561 0.492 0.046 0.278
O 1.971 5.5 -1.334 0.521 0.032 0.062
O 1.828 1.801 23.399 -0.467 0.209 0.137
O 0.786 1.13 -7.277 0.224 -0.683 -0.094
O -5.658 -0.22 -7.611 0.107 0.006 -0.001
O 0.636 0.912 -4.634 0.274 -0.238 0.266
O -7.746 3.635 -7.385 -0.083 0.423 0.348
O -7.631 -1.255 25.725 -0.207 0.082 -0.532
O 4.687 6.528 -7.635 0.225 0.046 0.059
O 4.335 1.403 -0.838 -0.017 -0.246 -0.283
O -1.871 -3.95 -4.89 0.361 0.123 0.188
O 1.853 -3.93 -6.747 -0.256 0.234 0.398
O -9.977 -2.845 -6.096 0.136 -0.519 0.475
O -3.671 -1.571 -1.047 -0.276 -0.115 -0.085
O -8.614 -4.689 23.595 -0.006 0.484 0.506
O 4.716 0.204 26.322 0.109 0.049 0.196
O -0.305 6.242 25.426 0.045 0.025 0.089
O -0.612 8.014 -6.621 0.334 0.271 0.029
O 2.533 2.986 -1.768 0.056 -0.395 -0.384
O 1.107 6.843 23.191 0.102 -0.313 -0.005
O 2.466 -4.173 26.511 0.017 -0.241 -0.445
O 4.153 -4.996 -6.197 0.116 -0.091 -0.169
O -4.814 3 -0.79 -0.205 0.176 0.247
O 2.876 5.31 -6.21 -0.04 0.381 -0.092
O -9.871 -6.017 -5.516 0.065 0.591 0.125
O -2.412 7.291 -4.793 -0.376 0.061 0.381
O 4.455 -2.409 26.191 0.431 -0.243 -0.043
O -6.697 1.604 23.625 -0.133 -0.113 0.199

Results
total energy: -106475.818 eV
total energy less fixed offsets of O -438.25, Si -107.07 eV per atom: -1.868 eV
